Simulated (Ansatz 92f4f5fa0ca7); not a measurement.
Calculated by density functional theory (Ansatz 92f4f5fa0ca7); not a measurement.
Periodic cell of 321 atoms, Si176O145, from a study of silicon, its oxide and their interface. The atomic structure is a simulated model.

Settings
functional: PBE
potential files: Ansatz PAW
basis: plane waves
wave-function cutoff: 700 eV
density cutoff ratio: 5
exchange-correlation grid ratio: 2
k mesh: 1 x 1 x 1, Gamma-centred
self-consistency stop: 5e-08 eV per atom in the density residual
occupations: Fermi-Dirac, 0.05 eV
spin: none
net charge: 0

Cell vectors (angstrom)
a	15.4691	0	0.0189
b	0	15.4691	-0.0059
c	-2.1317	-4.9435	22.57

Atoms: element, x, y, z (angstrom)
Si	10.1151	-5.2978	14.0455
Si	-5.0198	-0.2249	13.9402
Si	9.6739	2.8736	14.2824
Si	10.1373	7.088	13.9097
Si	-2.5542	-4.5128	14.6563
Si	-2.2432	-1.3305	14.5207
Si	-2.859	3.7111	13.8398
Si	-2.2595	6.6591	14.4954
Si	2.325	-5.1307	14.509
Si	2.3859	-0.8034	14.4434
Si	2.3043	2.3286	13.7054
Si	2.3413	7.1833	13.9156
Si	5.465	-4.4942	14.5373
Si	5.554	-1.462	14.4216
Si	5.2575	3.188	14.3576
Si	5.3667	6.2396	14.4327
Si	-1.2813	-4.9153	16.5718
Si	-1.1689	-1.0357	16.542
Si	-1.4923	2.8373	16.5042
Si	-1.4488	6.68	16.6848
Si	1.1741	-4.9424	16.5586
Si	1.2788	-1.0024	16.5378
Si	0.9231	2.8734	16.3981
Si	0.955	6.6637	16.6381
Si	6.2318	-4.8807	16.6911
Si	6.3511	-1.0317	16.565
Si	6.2184	2.8629	16.4928
Si	6.169	6.6387	16.6244
Si	8.6265	-4.8664	16.5745
Si	8.7987	-0.9865	16.4517
Si	8.7019	2.8971	16.4483
Si	8.6242	6.6683	16.5869
Si	0.2842	1.9802	-4.7735
Si	0.1535	5.8331	-4.8444
Si	0.0678	9.6668	-4.7141
Si	0.1425	-1.8754	-4.715
Si	3.8768	1.9607	-4.7926
Si	3.8248	5.9453	-4.8423
Si	3.7518	9.6551	-4.7662
Si	3.7814	-1.9264	-4.7025
Si	7.8697	2.0221	-4.7042
Si	7.8346	5.8756	-4.8232
Si	7.7671	9.6562	-4.6773
Si	7.7392	-1.9109	-4.7441
Si	11.5926	2.0132	-4.9031
Si	11.4951	5.9183	-4.8615
Si	11.444	9.698	-4.7462
Si	11.5002	-1.8864	-4.8403
Si	-1.833	1.9399	-3.6359
Si	-1.9159	5.9157	-3.6148
Si	-1.966	9.7227	-3.4657
Si	-1.9297	-1.9045	-3.5062
Si	2.0747	1.9762	-3.2788
Si	1.9879	5.8517	-3.3608
Si	1.9312	9.6106	-3.2452
Si	1.9678	-1.9239	-3.2107
Si	5.8399	1.9509	-3.4707
Si	5.8243	5.9424	-3.5105
Si	5.745	9.7187	-3.372
Si	5.768	-1.9424	-3.3674
Si	9.7921	2.0851	-3.3891
Si	9.6678	5.9035	-3.3501
Si	9.6246	9.6534	-3.2586
Si	9.6533	-1.8404	-3.3739
Si	-1.8373	0.0319	-2.1162
Si	-1.8731	3.9256	-2.3374
Si	-1.9481	7.8037	-2.0502
Si	-1.9143	11.6471	-2.0205
Si	2.0103	0.0616	-1.9597
Si	2.0387	3.9321	-2.0164
Si	1.9317	7.6641	-1.9123
Si	1.9839	11.5623	-1.9262
Si	5.8219	0.0178	-2.0055
Si	5.8154	3.9496	-2.1979
Si	5.7912	7.8134	-1.9385
Si	5.7468	11.6342	-1.8578
Si	9.7664	0.1604	-2.1303
Si	9.7227	3.9725	-2.0575
Si	9.639	7.742	-1.898
Si	9.6133	11.6786	-2.1254
Si	0.0874	0.0194	-0.6243
Si	-0.0082	3.8858	-0.8769
Si	-0.028	7.7232	-0.5879
Si	0.0696	11.6177	-0.5626
Si	3.8748	-0.0068	-0.557
Si	3.9866	3.9425	-0.6979
Si	3.8408	7.6919	-0.5154
Si	3.7864	11.5273	-0.3595
Si	7.873	0.1558	-0.7729
Si	7.7302	3.9078	-0.8191
Si	7.731	7.8525	-0.489
Si	7.8222	-3.7241	-0.6029
Si	11.6621	0.0785	-0.7585
Si	11.7365	3.982	-0.8897
Si	11.5854	7.8002	-0.5752
Si	11.4928	11.6565	-0.7808
Si	0.0209	2.0416	0.611
Si	-0.0357	5.6816	0.6496
Si	0.6506	9.6516	0.6678
Si	0.6999	-1.9008	0.7122
Si	3.8972	2.0125	0.6601
Si	3.9326	5.7462	0.8648
Si	3.1013	9.4729	0.8841
Si	3.1529	-1.897	0.7426
Si	7.793	2.037	0.6672
Si	7.7825	5.7553	0.6302
Si	8.3478	9.8791	0.7567
Si	8.5914	-1.7	0.463
Si	-3.7944	2.0773	0.4625
Si	-3.7496	5.7733	0.6453
Si	10.8161	9.7928	0.5533
Si	11.0233	-1.8489	0.4371
Si	-1.9497	2.5318	1.8202
Si	-1.9125	4.9689	1.9281
Si	-0.9083	9.0516	3.2995
Si	-0.3199	-1.4058	2.7976
Si	1.9628	2.6878	1.8587
Si	1.8752	5.138	1.9429
Si	4.8775	-4.5213	4.2737
Si	4.0995	-2.0833	2.8842
Si	5.8179	2.1678	2.0076
Si	5.9709	5.2888	2.0552
Si	7.6107	10.4996	2.9945
Si	7.2469	-1.8884	3.1726
Si	9.8108	2.7733	1.7288
Si	9.7555	5.1941	1.7934
Si	-3.4432	10.2797	2.439
Si	-3.1474	-2.2354	2.3218
Si	0.3741	-6.0149	10.3007
Si	-0.5817	0.466	9.8999
Si	0.1303	4.5489	9.5676
Si	3.4063	8.5211	4.045
Si	6.3427	-3.4969	6.8485
Si	-2.6924	4.9656	4.9445
Si	2.7521	-0.9961	5.4878
Si	8.3276	8.3061	5.0539
Si	1.698	6.8191	10.8378
Si	6.6744	0.7287	4.5482
Si	5.8064	6.7111	4.7812
Si	10.025	-4.3064	11.1432
Si	9.473	2.1197	7.4704
Si	10.5701	3.5321	9.8143
Si	-1.7532	8.6569	8.2018
Si	1.0569	1.1299	4.3069
Si	0.898	6.8925	4.3843
Si	2.4574	-3.8625	9.9298
Si	-4.1425	-3.5026	4.7321
Si	9.1676	2.7303	4.6121
Si	8.2488	2.7682	11.6606
Si	-1.7168	2.048	4.866
Si	9.7468	5.5618	4.1256
Si	1.2956	-2.9914	12.4866
Si	-1.6241	-6.5404	12.5164
Si	-0.6333	6.0308	6.9406
Si	4.559	0.6823	9.7464
Si	4.4411	6.4325	9.5072
Si	-3.8587	8.6762	10.2742
Si	4.6761	9.3123	10.1926
Si	5.7331	4.848	7.3766
Si	7.55	-5.8759	10.3653
Si	0.0639	-2.3908	5.6236
Si	-2.2162	2.8262	10.8416
Si	9.265	-2.9634	7.059
Si	6.2543	1.8254	7.3029
Si	-4.523	-0.5928	8.3269
Si	1.9257	2.2215	10.5019
Si	8.2885	9.8193	7.6238
Si	-1.7403	-0.1392	7.0476
Si	-1.546	-4.715	5.9059
Si	9.836	6.2505	10.9647
Si	-1.3156	-1.8047	11.7674
Si	6.0747	8.5629	12.5795
Si	6.244	0.8267	12.405
Si	-4.2895	-1.5961	11.1512
Si	7.0537	5.1406	10.0534
Si	3.9912	-1.937	8.1673
O	-4.0398	-5.1372	14.9849
O	8.8583	-4.8004	14.9358
O	9.2982	-0.9519	14.8647
O	-3.59	-0.4247	14.6887
O	-4.4484	3.8103	14.2138
O	-3.8416	7.0511	14.523
O	9.0849	6.5321	15.0069
O	-2.1241	2.7953	14.9699
O	3.831	-4.518	14.581
O	3.9273	-1.3259	14.4458
O	1.1678	2.8805	14.7444
O	3.638	3.1073	14.2074
O	1.3187	6.6014	15.0291
O	3.7794	6.4981	14.1954
O	0.114	9.7057	2.2282
O	3.408	8.9735	2.4597
O	6.0052	10.2991	3.2665
O	5.7155	-1.9878	2.6344
O	8.1678	-1.2687	2.0001
O	-2.415	9.0209	2.6673
O	9.8472	-6.8217	13.5676
O	10.3151	-4.3801	12.7391
O	5.6279	1.1858	8.6443
O	10.1271	1.3559	13.8746
O	9.9794	6.1856	12.5788
O	-2.6832	-2.9074	14.402
O	-2.0697	-5.1828	13.2647
O	3.3572	1.768	9.8885
O	5.7187	1.1038	3.2695
O	-2.1608	5.1757	13.8291
O	-1.1356	3.909	10.3372
O	-1.4208	7.7199	13.5794
O	1.517	-4.3395	13.3504
O	-0.2701	-3.018	12.0397
O	-1.448	-0.9184	13.1431
O	-0.9687	0.5429	8.3186
O	8.16	8.9582	8.9934
O	2.4512	0.7362	13.9447
O	4.6947	8.6426	11.6952
O	5.9209	-3.0072	14.0281
O	6.095	-5.5819	13.5137
O	-4.8998	-0.869	12.4635
O	6.2843	-0.5019	13.3269
O	5.712	4.7092	13.973
O	5.8271	2.1078	13.3003
O	6.1972	7.2258	13.4513
O	-4.7355	5.0736	10.2761
O	-2.1031	1.8	3.3025
O	0.3423	-0.0242	3.3835
O	-0.2061	4.8638	7.9973
O	4.3157	7.2178	4.3959
O	-2.0409	5.7856	6.1731
O	-0.906	9.4001	9.3353
O	2.0165	2.0382	3.3754
O	3.6049	-1.1037	4.0996
O	1.593	5.7456	3.4621
O	3.9997	9.7574	4.9199
O	3.8448	-3.6162	3.4002
O	7.686	1.2417	11.7789
O	2.3764	-2.9366	11.2668
O	7.2513	-0.7969	4.3863
O	5.8639	3.7211	2.5659
O	8.8736	8.8398	6.4803
O	6.3961	6.1159	3.3966
O	7.867	-3.389	3.4338
O	10.0872	2.3778	3.3217
O	6.0618	-5.3265	10.0139
O	7.8294	1.8537	4.4965
O	9.9735	2.3374	5.9463
O	-0.4198	7.5491	3.6713
O	1.9684	0.4324	5.4577
O	-0.2116	-6.2043	11.8036
O	-0.3611	-2.4722	4.0414
O	7.8595	1.9583	7.5248
O	6.8309	-5.0153	7.2157
O	-0.8648	7.3872	7.7773
O	2.7931	-2.9477	8.6324
O	8.4798	-4.6684	10.8627
O	3.0618	6.1596	10.2841
O	1.0194	-4.5963	9.8794
O	9.9137	3.4226	8.3382
O	-4.257	5.3405	4.7952
O	-2.8287	-2.275	11.4148
O	-1.5968	1.3435	10.7979
O	10.0419	-3.197	5.6586
O	1.531	-1.6583	13.3669
O	6.7545	7.9471	5.22
O	9.637	2.6988	10.8422
O	1.5081	8.2928	10.1639
O	2.4677	-6.6867	14.0959
O	1.9197	8.1474	4.5554
O	-2.5753	-3.7946	2.1633
O	10.2005	-2.7799	10.6888
O	7.3591	8.5359	11.5745
O	-1.9441	5.3181	3.544
O	10.3498	7.6958	10.4894
O	-2.0047	9.6562	6.9715
O	1.7626	6.8426	12.4515
O	7.0013	4.965	8.4194
O	0.4434	5.9257	10.3581
O	1.397	3.5345	9.6983
O	-2.7758	8.4586	11.4673
O	-3.441	2.8576	9.7897
O	5.6745	5.9142	10.4518
O	-0.0824	2.0875	4.9626
O	4.1125	-0.8217	9.335
O	-4.2164	-0.5532	9.9198
O	5.203	0.5607	11.2175
O	1.9954	2.5573	12.1155
O	-1.8897	-1.1893	2.3611
O	3.6905	-1.1345	6.7896
O	8.4513	9.5115	3.9744
O	-3.1968	8.2954	8.8424
O	-0.7001	-1.0368	10.4784
O	-2.4391	3.4136	5.3211
O	5.8775	5.6104	5.9588
O	-2.2052	0.9079	5.8994
O	7.1827	3.7145	10.8487
O	7.702	-2.5993	6.7503
O	1.6654	-2.1912	5.6332
O	3.5373	-5.0516	10.0447
O	9.2915	-4.3831	7.8688
O	-0.7038	-1.1764	6.3664
O	-3.1139	-0.8349	7.5542
O	4.4671	5.5449	8.1409
O	8.3162	6.0433	10.473
O	8.588	3.3579	13.1503
O	4.5702	8.036	9.1749
O	-4.4127	-5.2697	10.3188
O	9.1799	7.0104	4.5936
O	10.2258	0.8071	8.0135
O	5.3432	-2.825	7.9401
O	0.532	6.2343	5.8213
O	-2.8154	-3.7418	5.6308
O	-3.9334	-2.2082	3.7571
O	-0.9892	9.9824	4.6015
O	11.1471	10.6286	3.8068
O	5.9558	0.8768	6.0015
O	-0.3244	-3.7641	6.3943
O	8.7937	4.325	4.6534
O	-2.7007	3.0886	12.3598
O	5.5647	-3.5842	5.4151
O	0.9224	0.9877	10.1778
O	5.5523	3.272	7.0501
O	9.9507	-1.7957	7.9202

Results
free energy: -194380.052 eV
free energy less fixed offsets of O -569.03, Si -635.61 eV per atom: -3.342 eV

Forces (eV/angstrom), in the order of the atoms: element, x, y, z
Si	-0.0383	-0.0125	0.1847
Si	-0.0886	-0.0355	0.2214
Si	-0.0954	-0.0441	0.2269
Si	-0.0186	0.0465	0.1359
Si	0.1016	-0.1089	0.2971
Si	0.1584	0.0593	0.2335
Si	0.0582	-0.0088	0.1633
Si	0.041	-0.0305	0.2689
Si	-0.0765	-0.0505	0.3334
Si	-0.0929	0.0145	0.3243
Si	-0.0286	-0.0808	0.1718
Si	-0.0802	0.042	0.2034
Si	0.0982	-0.0504	0.4063
Si	0.08	0.051	0.3694
Si	0.1154	-0.1179	0.3012
Si	0.0449	0.0377	0.3241
Si	0.1025	-0.0599	0.1914
Si	0.0612	0.0497	0.2392
Si	0.0667	0.0688	0.3378
Si	0.0375	0.0097	0.0731
Si	-0.093	0.0349	0.1424
Si	-0.0362	0.0024	0.1353
Si	0.0053	-0.0756	0.3884
Si	-0.0744	0.0473	0.3983
Si	-0.0351	-0.0218	0.0499
Si	-0.0053	-0.0188	0.1128
Si	-0.0009	0.0127	0.1692
Si	0.0328	-0.025	0.0993
Si	-0.0317	-0.0178	0.4882
Si	-0.0565	-0.0382	0.4021
Si	-0.0442	0.0281	0.1342
Si	-0.0765	0.0124	0.4295
Si	0.0412	-0.0034	0.0367
Si	0.0245	0.0176	-0.0212
Si	-0.0152	-0.0228	0.0063
Si	0.0069	-0.0244	0.0306
Si	-0.0437	-0.0126	-0.0153
Si	-0.0395	0.0222	-0.0181
Si	0.0322	0.0166	-0.0085
Si	-0.0205	0	-0.0085
Si	0.0229	-0.0088	0.085
Si	0.0205	0.003	-0.0307
Si	0.0153	0.0155	0.0249
Si	-0.0055	-0.0208	0.0638
Si	0.0065	0.0014	-0.0366
Si	-0.0217	0.013	-0.0346
Si	0.0118	0.0487	-0.0127
Si	-0.0057	0.0184	-0.0264
Si	0.0251	0.0446	0.0178
Si	-0.0018	-0.043	-0.0037
Si	-0.0056	-0.026	-0.0253
Si	-0.0094	0.0133	-0.0252
Si	0.0095	0.0253	-0.121
Si	-0.0288	0.0433	-0.0367
Si	-0.0325	-0.0339	-0.0251
Si	-0.0092	-0.0275	-0.026
Si	-0.0422	0.0337	0.0347
Si	0.0082	-0.0382	0.0043
Si	-0.0037	-0.0008	-0.0235
Si	-0.0109	0.0249	-0.0482
Si	-0.0154	-0.0188	-0.0994
Si	-0.0401	-0.0255	-0.0665
Si	-0.0266	0.0553	-0.0567
Si	-0.0348	0.0171	-0.1115
Si	-0.0054	-0.0123	0.0247
Si	0.0099	-0.0302	-0.0309
Si	0.0016	0.0332	0.0166
Si	-0.0159	-0.0094	0.0043
Si	0.0187	-0.0055	0.0553
Si	-0.0251	0.0013	-0.0164
Si	0.0084	0.0385	0.0274
Si	0.0052	-0.0401	0.0418
Si	0.0476	-0.0127	0.0356
Si	0.0081	0.0181	-0.0167
Si	-0.0048	0.0139	0.0404
Si	0.0583	0.0067	0.058
Si	0.0265	-0.024	0.006
Si	-0.0103	-0.0397	0.0027
Si	0.0053	0.0005	0.0489
Si	0.0244	0.0504	0.0556
Si	-0.0142	-0.0367	-0.0443
Si	-0.0148	0.027	0.0294
Si	0.0381	0.0078	-0.0196
Si	-0.0463	-0.0205	0.0089
Si	0.0287	0.0211	-0.0284
Si	-0.0245	0.0004	0.0254
Si	-0.0081	0.0012	-0.0273
Si	-0.0484	0.0125	-0.0703
Si	-0.0398	0.006	-0.0495
Si	0.0014	0.0255	0.0766
Si	0.0316	-0.0118	-0.0075
Si	-0.0206	-0.0142	-0.0248
Si	-0.0358	-0.0341	-0.0568
Si	-0.0222	0.0173	0.0668
Si	-0.0441	0.0143	0.0143
Si	-0.0117	0.012	-0.0554
Si	-0.0066	0.0461	0.0775
Si	0.0207	-0.0104	0.0517
Si	0.0047	-0.0511	-0.3477
Si	0.0699	0.0451	-0.1275
Si	0.0116	0.0391	0.0545
Si	-0.0379	-0.0288	0.0582
Si	0.0035	0.0153	-0.3245
Si	-0.047	0.014	-0.1553
Si	-0.0196	0.0169	0.006
Si	-0.0301	-0.0154	0.0325
Si	0.0927	-0.019	-0.107
Si	0.1032	-0.1466	-0.3485
Si	0.0403	0.0493	0.0618
Si	0.0646	-0.0316	0.0222
Si	-0.0675	-0.0738	-0.1603
Si	-0.0003	0.088	-0.0878
Si	0.0488	0.0904	-0.3659
Si	-0.0828	-0.0466	-0.437
Si	0.0194	0.0314	-0.0709
Si	0.2034	-0.0461	-0.1538
Si	-0.0945	0.1745	-0.4704
Si	0.0385	-0.1573	-0.4609
Si	0.1378	0.037	-0.1403
Si	-0.011	-0.0237	-0.2516
Si	0.0341	-0.0135	-0.4352
Si	-0.0615	0.099	-0.4404
Si	0.0262	0.0283	-0.2885
Si	0.0217	-0.0339	-0.1511
Si	-0.0386	0.1432	-0.3945
Si	0.0088	-0.0136	-0.1146
Si	-0.1746	-0.0042	-0.1628
Si	-0.2066	0.009	-0.2118
Si	-0.05	-0.0866	0.0356
Si	-0.0271	0.0103	-0.0214
Si	-0.0304	-0.0254	0.0416
Si	0.0444	0.0189	-0.2188
Si	0.0372	-0.1014	-0.0255
Si	0.0338	-0.0159	-0.2489
Si	-0.0857	-0.0625	-0.1041
Si	-0.0223	-0.0454	-0.1257
Si	0.0087	0.0617	0.0775
Si	0.0588	0.0796	-0.2092
Si	0.0175	0.0255	-0.1312
Si	0.0359	-0.1587	0.0884
Si	-0.0425	-0.0168	-0.0604
Si	-0.0868	0.0243	0.0775
Si	0.0191	0.0137	-0.0154
Si	-0.0774	-0.0053	-0.1661
Si	-0.0256	-0.0538	-0.1533
Si	0.0262	-0.0221	0.08
Si	0.0983	-0.0566	-0.1491
Si	0.0109	0.0782	-0.1751
Si	0.018	0.0827	0.0588
Si	0.0179	0.0152	-0.2025
Si	0.0703	-0.0874	-0.4251
Si	0.0492	0.024	0.109
Si	-0.0789	-0.0046	0.0211
Si	-0.0551	0.0294	-0.0643
Si	0.0178	0.0083	0.0293
Si	0.0813	0.0343	0.003
Si	0.1185	0.0275	0.085
Si	0.0511	-0.0441	0.1229
Si	0.0438	0.0809	0.0703
Si	-0.0643	0.0038	0.0562
Si	-0.0425	0.088	-0.1315
Si	0.057	0.0549	0.0978
Si	0.0331	-0.071	-0.0426
Si	0.0951	0.0258	-0.0171
Si	0.0103	-0.0191	-0.0409
Si	-0.0714	-0.0566	0.0864
Si	-0.0583	0.113	-0.0336
Si	0.0541	-0.0067	0.0033
Si	-0.0629	-0.0461	-0.1234
Si	0.0373	-0.0468	0.0557
Si	0.0059	0.0779	0.0942
Si	-0.0812	0.1332	0.0022
Si	-0.0344	0.0035	0.153
Si	0.0705	0.0113	0.099
Si	-0.0217	-0.0597	-0.0208
Si	-0.0128	-0.008	-0.0333
O	0.0143	-0.0247	0.1092
O	-0.06	0.0521	-0.2501
O	-0.0255	-0.0436	-0.2397
O	0.0272	0.112	0.0909
O	0.0056	0.1212	0.0319
O	0.0181	0.0249	0.1093
O	-0.0344	-0.0872	-0.2019
O	0.0049	-0.1246	-0.1817
O	-0.0109	0.0764	0.0125
O	-0.0051	-0.0405	-0.0048
O	-0.1296	0.0995	-0.2612
O	-0.043	0.131	0.0204
O	-0.0184	-0.1112	-0.2014
O	0.0096	-0.0977	0.0107
O	0.0981	0.111	0.1262
O	0.0255	-0.0822	0.1239
O	-0.151	-0.1449	-0.0775
O	-0.0702	0.0423	-0.0961
O	0.0764	0.1775	0.1194
O	-0.0627	-0.1972	-0.0753
O	-0.0669	-0.0006	-0.1332
O	0.0122	0.1485	-0.0355
O	0.0616	-0.0075	-0.0027
O	0.0511	-0.0688	-0.1129
O	-0.0284	-0.1356	-0.0188
O	-0.0778	-0.0187	-0.0987
O	0.049	0.0765	-0.1673
O	0.022	0.1091	-0.0923
O	-0.1478	-0.1248	0.1855
O	0.1134	-0.0527	-0.1781
O	-0.0014	0.1448	-0.009
O	0.169	0.0221	-0.0556
O	-0.118	-0.0169	-0.1345
O	-0.1015	-0.1447	-0.098
O	0.1172	0.2035	-0.0739
O	0.086	0.096	-0.0279
O	0.0705	-0.2184	-0.0523
O	0.0206	0.0444	-0.1279
O	-0.2027	-0.06	0.0719
O	0.0976	0.0302	-0.2362
O	0.1138	-0.0165	-0.1189
O	-0.1236	0.02	-0.145
O	0.1429	0.0246	-0.221
O	0.0727	0.0394	-0.1601
O	0.0082	-0.0049	-0.1068
O	0.1695	-0.0353	-0.1009
O	0.164	0.0682	-0.0692
O	-0.1011	-0.1748	0.1763
O	0.0028	0.0662	-0.0815
O	0.0508	-0.146	-0.0601
O	-0.0944	-0.0944	0.0684
O	-0.1185	0.0805	0.1447
O	-0.0242	0.1338	-0.0194
O	0.1512	-0.0054	0.2326
O	0.01	0.1635	0.0734
O	0.0041	-0.0209	0.2482
O	-0.1096	-0.0079	0.2632
O	-0.2054	-0.1431	0.0365
O	0.1512	-0.1674	-0.1443
O	0.1603	0.1396	-0.0307
O	0.059	-0.0306	0.2399
O	-0.0347	0.0364	0.1476
O	0.1984	-0.0925	0.1036
O	0.1006	0.034	0.1121
O	0.1379	0.0781	0.1048
O	0.1489	-0.2184	0.1317
O	-0.0274	0.2424	-0.1278
O	-0.0344	-0.0139	0.021
O	0.2063	-0.0685	0.1073
O	-0.0946	-0.1241	0.0124
O	0.0695	0.1545	0.2104
O	0.0964	0.0374	0.1031
O	-0.006	-0.19	0.0541
O	-0.042	-0.0405	0.0814
O	-0.1877	-0.1104	0.0067
O	0.0895	-0.0003	0.0406
O	-0.1106	-0.0017	-0.1178
O	-0.1105	0.1812	0.0154
O	0.0053	-0.1785	-0.0104
O	-0.1271	0.0792	-0.1341
O	0.0009	0.1548	-0.1234
O	0.0313	0.0698	0.2166
O	-0.0226	-0.1705	-0.0805
O	-0.0835	-0.0677	0.1281
O	-0.0976	0.047	-0.0451
O	-0.0974	0.0352	-0.1114
O	-0.1216	0.0777	0.1295
O	0.079	-0.1792	0.0029
O	0.1242	-0.0072	-0.1153
O	0.045	-0.0408	-0.127
O	-0.0216	0.1456	0.1814
O	0.2124	-0.0378	-0.0784
O	-0.143	0.0437	-0.1213
O	0.2112	-0.1565	0.0492
O	0.0963	0.0768	0.1878
O	-0.1135	0.0434	-0.0913
O	-0.1106	-0.0244	0.0107
O	-0.0759	-0.0997	-0.0521
O	0.2007	0.001	-0.1008
O	-0.1296	0.0249	0.0472
O	0.1509	0.0267	-0.1162
O	-0.0371	-0.1188	-0.0164
O	0.033	-0.0782	-0.1563
O	-0.0162	0.0033	0.2049
O	0.1511	0.1665	0.1719
O	-0.0323	-0.0635	0.0993
O	-0.005	0.1445	0.023
O	-0.0956	-0.0835	-0.0719
O	-0.0444	0.1118	-0.0602
O	-0.068	0.1527	-0.1182
O	0.0896	0.1083	0.0085
O	0.1829	-0.0219	0.0482
O	-0.1376	-0.1026	-0.1342
O	0.0875	-0.0648	-0.1326
O	-0.0803	-0.0703	0.2281
O	-0.0009	-0.1217	0.0549
O	-0.1641	-0.0179	0.0295
O	-0.1655	-0.0197	-0.0158
O	-0.0311	0.2413	-0.0388
O	0.0737	-0.1811	0.0893
O	0.0428	-0.0208	-0.0412
O	0.183	-0.008	0.13
O	-0.0015	0.0521	0.0873
O	-0.0256	-0.1252	-0.0413
O	-0.2478	-0.0164	-0.1211
O	-0.0466	0.1463	-0.0355
O	-0.1176	0.1671	-0.0543
O	-0.0159	0.0355	-0.2564
O	0.048	0.0981	-0.1378
O	0.0654	0.0681	0.0918
O	-0.0036	-0.0273	0.0196
O	0.0604	0.0005	0.1233
O	0.1533	-0.0654	0.0928
O	0.0318	0.0752	0.1689
O	-0.143	0.226	0.1924
O	0.1146	0.0344	0.0759
O	-0.2004	-0.1358	0.1537
O	-0.1657	-0.1067	0.0757
O	0.1699	-0.0427	0.1924
O	-0.1997	0.0412	0.1727
O	-0.0007	-0.0831	-0.0738
O	-0.0256	0.0852	0.0612
O	0.0907	-0.1126	-0.0285
O	-0.1543	-0.0264	-0.1084
O	-0.0693	0.0008	0.0693

The program warned: the cutoff lies below the one the program advises for these potential files.
